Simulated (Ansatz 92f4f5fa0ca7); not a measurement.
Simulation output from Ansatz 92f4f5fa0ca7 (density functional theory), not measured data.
Periodic cell of 260 atoms, Si140O88H32, with a vacuum gap, from a study of silicon, its oxide and their interface. The atomic structure is a simulated model.

Settings
functional: r2SCAN
potential files: Ansatz PAW
basis: plane waves
wave-function cutoff: 800 eV
density cutoff ratio: 5
exchange-correlation grid ratio: 1
k mesh: 1 x 1 x 1, shifted by 0.5 0.5 0 of a step
self-consistency stop: 1e-11 eV per atom in the density residual
occupations: fixed
spin: none
net charge: 0
applied field: sawtooth along c, amplitude +0.015 V/angstrom in the program's sign convention, ramp centred at 0.9889 of c and 0.0221 of c wide, no dipole correction

Cell vectors (angstrom)
a, 10.888, 0, 0
b, 0, 10.888, 0
c, 0, 0, 45.1648

Atoms: element, x, y, z (angstrom)
Si, 0.529, -0.4845, 30.0086
Si, 2.3016, 3.3145, 29.9632
Si, 0.0565, 5.4686, 30.4578
Si, 2.7677, 8.2384, 30.4635
Si, 5.3836, -0.0152, 30.3443
Si, 8.2471, 2.9251, 30.0408
Si, 5.0159, 6.0761, 29.9738
Si, 8.7431, 7.6696, 30.117
Si, 1.3964, 1.4165, 31.2191
Si, 4.0213, 4.2984, 31.2808
Si, 1.4142, 6.8439, 31.7245
Si, 4.0859, 9.6149, 31.764
Si, 6.8944, 1.4427, 31.3589
Si, 9.4987, 4.0964, 31.6181
Si, 6.8395, 6.8567, 31.3445
Si, 9.7263, 9.4248, 31.3841
Si, 0.0272, 2.6382, 32.7698
Si, 2.6616, 0.1693, 32.855
Si, 0.0184, 8.2, 32.9755
Si, 2.8043, 5.4517, 32.9269
Si, 5.4218, 2.8242, 32.6449
Si, 8.2754, -0.0055, 32.6774
Si, 5.5693, 8.1939, 32.8665
Si, 8.0708, 5.475, 32.8422
Si, 1.3774, 4.0403, 34.1519
Si, 4.1068, 1.4762, 34.1229
Si, 1.375, 9.62, 34.2328
Si, 4.1778, 6.832, 34.2203
Si, 6.7499, 4.0851, 34.1539
Si, 9.5675, 1.3165, 34.1454
Si, 6.9065, 9.5859, 34.1477
Si, 9.4795, 6.8114, 34.2048
Si, -0.0017, 0.0191, 35.5927
Si, 2.7373, 2.743, 35.5481
Si, -0.0097, 5.4165, 35.4942
Si, 2.7676, 8.2117, 35.5194
Si, 5.4681, 0.0496, 35.4538
Si, 8.1645, 2.7048, 35.4605
Si, 5.4667, 5.4405, 35.5808
Si, 8.1761, 8.1954, 35.5636
Si, 1.3844, 1.3745, 36.9133
Si, 4.0779, 4.0952, 36.9063
Si, 1.3676, 6.8107, 36.8279
Si, 4.1246, 9.5666, 36.8686
Si, 6.8139, 1.3679, 36.8461
Si, 9.5195, 4.0583, 36.8596
Si, 6.8245, 6.8138, 36.9144
Si, 9.5374, 9.5278, 36.9178
Si, -0.0048, 2.7183, 38.2475
Si, 2.7388, -0.0027, 38.2562
Si, 0.0113, 8.143, 38.2235
Si, 2.7068, 5.4595, 38.2192
Si, 5.4442, 2.7045, 38.2157
Si, 8.1483, -0.0012, 38.223
Si, 5.4474, 8.1742, 38.2456
Si, 8.1784, 5.423, 38.2476
Si, 1.3638, 4.0942, 6.9243
Si, 4.1135, 1.3506, 6.9469
Si, 1.3554, 9.5011, 6.926
Si, 4.063, 6.8036, 6.9232
Si, 6.7753, 4.0623, 6.9219
Si, 9.5059, 1.3391, 6.9234
Si, 6.8257, 9.5154, 6.9378
Si, 9.5534, 6.7828, 6.9365
Si, -0.0452, -0.0522, 8.2756
Si, 2.7419, 2.7356, 8.2677
Si, 0.026, 5.4415, 8.3071
Si, 2.6923, 8.1321, 8.2884
Si, 5.46, -0.0417, 8.3016
Si, 8.1301, 2.6944, 8.2659
Si, 5.4049, 5.419, 8.2816
Si, 8.1788, 8.1353, 8.2889
Si, 1.344, 1.349, 9.5296
Si, 4.0507, 4.0945, 9.702
Si, 1.3776, 6.7829, 9.7134
Si, 4.0775, 9.4589, 9.614
Si, 6.8209, 1.3106, 9.6618
Si, 9.4909, 4.079, 9.5717
Si, 6.7848, 6.7725, 9.6055
Si, 9.5334, 9.4444, 9.7026
Si, -0.028, 2.7075, 10.8489
Si, 2.6774, -0.0357, 10.8648
Si, 0.0251, 8.1029, 11.1188
Si, 2.6962, 5.4407, 11.1467
Si, 5.4299, 2.6816, 10.9828
Si, 8.1575, -0.0827, 11.0441
Si, 5.3913, 8.0481, 10.9871
Si, 8.1637, 5.4441, 10.955
Si, 1.2138, 4.0442, 12.3343
Si, 3.9441, 1.3589, 12.2492
Si, 1.4493, 9.5302, 12.3938
Si, 4.0449, 6.8251, 12.5486
Si, 6.9434, 3.9245, 12.2498
Si, 8.4814, 2.6896, 13.4698
Si, 6.605, 9.5283, 12.3087
Si, 9.5584, 6.6744, 12.4418
Si, 0.5978, 0.4596, 13.5614
Si, 2.1648, 2.2668, 13.4391
Si, -0.3917, 5.0212, 13.8111
Si, 3.2186, 8.6991, 13.7039
Si, 4.8589, -0.3652, 13.4838
Si, 9.7054, 1.2217, 12.24
Si, 5.425, 5.8668, 14.2382
Si, 7.4265, 8.2742, 14.0761
Si, 2.3994, -15.4866, 21.1544
Si, -1.3753, -3.3555, 21.544
Si, 20.2697, -5.3569, 19.3242
Si, 4.8008, 11.466, 20.1972
Si, -3.717, -1.403, 28.3705
Si, 7.3207, -1.1075, 16.778
Si, -5.9183, 14.7787, 16.6026
Si, 14.6822, 12.4232, 28.0643
Si, -19.6539, -0.3334, 26.3357
Si, -12.3457, -7.5907, 21.4225
Si, 14.6489, 4.0329, 23.8797
Si, 17.7502, 4.8634, 27.8243
Si, 8.6461, 6.6633, 25.9948
Si, -12.397, 22.5735, 28.1865
Si, 26.9172, 5.2031, 21.3298
Si, 5.8752, -7.8232, 19.1991
Si, -10.6112, -10.7292, 24.2033
Si, 37.6134, -2.0543, 18.4529
Si, 9.6059, 21.0292, 18.6289
Si, 11.3447, 5.6331, 16.7903
Si, -8.7477, 2.9733, 16.5283
Si, -14.8484, 19.9974, 25.42
Si, -5.0753, -8.2643, 25.8491
Si, -3.8616, 18.0052, 20.1835
Si, 11.7101, 11.0564, 16.701
Si, 2.3769, 8.2363, 16.7877
Si, 17.3807, 44.8717, 15.5242
Si, 20.5478, 5.3351, 23.5414
Si, 4.0942, 9.2472, 24.3652
Si, 13.4366, -0.2319, 22.0447
Si, -2.3784, 0.9, 25.2637
Si, -20.9584, 8.7815, 20.4455
Si, -10.5415, 19.2362, 25.6096
Si, 2.6016, -4.204, 24.3069
Si, 22.9266, 3.9535, 22.4093
Si, 18.6222, 1.1767, 20.2795
O, 6.0372, 9.6284, 29.4962
O, -10.9289, -1.4323, 24.4665
O, 3.8787, 5.9294, 20.6051
O, 1.0988, 4.4305, 29.6398
O, -5.2076, 3.9043, 20.5554
O, -27.0602, 5.6484, 28.4964
O, 1.3019, 9.1749, 26.6525
O, 2.9856, 13.7647, 28.5195
O, 1.1323, 0.6481, 25.5023
O, 2.677, 0.453, 27.6193
O, 19.3526, 9.3188, 17.8272
O, 19.9916, 16.3077, 25.0476
O, 3.8401, 7.2216, 29.6701
O, 36.0982, 20.5066, 22.9325
O, 9.8791, 6.5251, 29.6989
O, 7.6958, 12.6664, 14.565
O, 12.5168, -1.2142, 16.9924
O, 9.3096, 1.2323, 26.6403
O, 1.8492, -0.9231, 20.7619
O, -15.417, 3.9619, 26.5767
O, -9.1696, 7.4397, 20.245
O, -4.4785, 17.9997, 14.6124
O, 19.6956, -3.2752, 13.5666
O, 6.3365, -10.3906, 20.7941
O, -0.9548, 7.6407, 26.2931
O, 20.286, -6.8566, 19.9608
O, 18.185, 2.283, 19.1694
O, 13.3727, 14.215, 23.1148
O, 4.8934, 5.2051, 15.6467
O, 13.798, 8.2257, 15.2544
O, -3.1167, 9.2295, 15.3336
O, 13.3244, -8.0354, 14.9477
O, -0.7361, 5.6558, 17.9044
O, 9.7375, 22.7645, 24.1479
O, -14.6486, 12.706, 25.2366
O, -7.7962, -5.6775, 24.7833
O, -0.1803, -0.0486, 28.5742
O, 28.9576, 0.5183, 16.7608
O, -2.0206, -6.5987, 22.5878
O, 25.5375, 29.4934, 24.737
O, 16.5923, -1.5083, 24.4004
O, -14.3237, 3.9106, 29.0028
O, -17.0307, 1.8849, 19.2271
O, -0.0251, 5.7427, 15.2372
O, -2.0707, 0.1065, 19.7485
O, -13.8033, 5.9136, 27.2739
O, 10.0741, 6.4507, 20.469
O, -10.57, 21.9697, 15.1627
O, 4.5256, -11.6426, 19.3219
O, 15.6192, 15.6386, 22.8113
O, -8.4341, -4.1086, 22.6959
O, -1.449, -7.0713, 14.2056
O, -6.182, 3.0129, 24.711
O, 9.3406, -8.8024, 29.1548
O, 32.9943, -6.0296, 23.5005
O, 27.5966, 14.9913, 17.9624
O, 38.5176, 7.8795, 19.3977
O, 43.0603, 11.1314, 17.634
O, -5.2487, 13.5202, 15.8564
O, 7.5431, -14.1561, 25.2672
O, 23.468, 1.5012, 17.041
O, -2.3942, 1.9911, 21.4498
O, 18.7509, 17.0094, 19.1899
O, -20.473, 22.132, 22.9361
O, -11.1119, -13.1246, 21.6864
O, 8.1031, 8.0869, 20.9496
O, -2.8633, -10.9282, 28.4401
O, -7.2785, 8.1522, 17.8467
O, 1.0969, 4.1458, 16.9144
O, 3.4432, 21.1179, 25.4582
O, 8.0477, -11.5334, 25.1707
O, -5.9342, 1.7714, 26.9479
O, 23.3499, 26.6706, 21.1548
O, -9.6788, -3.7561, 24.9842
O, -15.4312, 6.2697, 21.3821
O, 23.2112, 6.922, 17.0332
O, -4.6565, 4.6663, 13.532
O, 14.5589, 0.7496, 21.3683
O, 6.4326, 9.2743, 26.9581
O, -13.6147, -2.6319, 28.6967
O, -1.4829, -14.9427, 22.9832
O, 21.6158, -1.7746, 19.1954
O, -16.3077, 11.126, 14.8881
O, 14.4102, 3.4749, 17.1641
O, 1.7103, 9.2777, 29.675
O, 4.5022, 11.8464, 29.3859
O, 10.9707, 2.8917, 21.8067
O, -5.0061, 9.192, 17.1871
H, 0.8148, 3.5423, 39.1799
H, -0.826, 1.8959, 39.1799
H, 1.9173, -0.8248, 39.1886
H, 3.567, 0.8126, 39.1886
H, -0.8061, 7.3169, 39.156
H, 0.8289, 8.969, 39.156
H, 1.8918, 4.6309, 39.1516
H, 3.5323, 6.2776, 39.1516
H, 6.2578, 3.5344, 39.1482
H, 4.6295, 1.8756, 39.1482
H, 8.9754, 0.8153, 39.1555
H, 7.3415, -0.8377, 39.1555
H, 6.2803, 8.9848, 39.1781
H, 4.6215, 7.3565, 39.1781
H, 9.0048, 6.2403, 39.1801
H, 7.3441, 4.6139, 39.1801
H, 2.1788, 4.9227, 5.9919
H, 0.5442, 3.2702, 5.9919
H, 4.9282, 2.1795, 6.0145
H, 3.2853, 0.5353, 6.0145
H, 0.5379, 8.675, 5.9936
H, 2.177, 10.3231, 5.9936
H, 3.2375, 5.9855, 5.9907
H, 4.8889, 7.6213, 5.9907
H, 7.6096, 4.8714, 5.9895
H, 5.9617, 3.2324, 5.9895
H, 10.3272, 2.1615, 5.9909
H, 8.6789, 0.5226, 5.9909
H, 7.6325, 10.3519, 6.0053
H, 5.9927, 8.7049, 6.0053
H, 8.727, 5.9655, 6.004
H, 10.3708, 7.6089, 6.004

Results
free energy: -140242.228 eV
free energy less fixed offsets of H -15.71, O -570.45, Si -639.56 eV per atom: -1.508 eV

Forces (eV/angstrom), in the order of the atoms: element, x, y, z
Si, 0.0065, -0.0062, 0.0638
Si, -0.0075, 0.0076, 0.0652
Si, 0.004, 0.0042, 0.0293
Si, -0.0012, -0.0057, 0.0337
Si, 0.0073, -0.0025, 0.0604
Si, 0.0028, -0.0069, 0.0741
Si, -0.0102, 0.0046, 0.0651
Si, 0.0081, -0.0044, 0.065
Si, 0.0007, 0.0008, -0.002
Si, -0.001, -0.0018, -0.0085
Si, 0.0001, -0.0013, -0.0118
Si, 0.002, 0.0054, -0.0112
Si, 0.0001, -0.0037, -0.0084
Si, 0, 0.0021, -0.0094
Si, 0.0028, 0.0011, -0.0014
Si, -0.0011, 0.0009, -0.009
Si, -0.008, 0.0024, -0.0052
Si, 0.0077, -0.0081, -0.0053
Si, 0.0081, -0.0059, -0.0094
Si, -0.0028, 0.0092, -0.0117
Si, 0.0036, 0.0004, -0.0151
Si, 0.0001, 0.0013, -0.0067
Si, -0.0049, 0.0047, -0.007
Si, 0.0012, -0.0051, -0.011
Si, 0.0128, 0.0009, 0.0063
Si, -0.0071, 0.0043, 0.0058
Si, -0.0082, 0.0033, 0.0038
Si, 0.0089, -0.0126, 0.0037
Si, -0.0043, 0.0143, 0.0041
Si, 0.0112, -0.0061, 0.0039
Si, 0.0071, -0.0123, 0.0052
Si, -0.0015, 0.0161, 0.0064
Si, 0.0055, -0.0105, 0.0213
Si, -0.0048, 0.0038, 0.0162
Si, -0.0038, 0.0027, 0.03
Si, -0.0009, -0.0074, 0.0203
Si, -0.004, -0.014, 0.0264
Si, 0.0015, 0.0078, 0.026
Si, -0.017, 0.0111, 0.016
Si, 0.0036, -0.0075, 0.0152
Si, -0.0012, -0.0037, 0.1817
Si, 0.0319, 0.021, 0.1615
Si, 0.0113, 0.0088, 0.1714
Si, -0.0049, -0.0051, 0.1862
Si, 0.0075, 0.0096, 0.1862
Si, 0.0197, 0.0143, 0.1902
Si, 0.0042, -0.005, 0.1758
Si, 0.0024, 0.0076, 0.1649
Si, 0.038, 0.0288, 0.2671
Si, 0.0601, 0.0579, 0.239
Si, 0.0257, 0.0723, 0.3434
Si, 0.0592, 0.0051, 0.3684
Si, 0.0213, 0.1216, 0.3408
Si, 0.0856, 0.0026, 0.3752
Si, 0.0855, 0.0422, 0.274
Si, 0.0046, 0.0838, 0.2326
Si, 0.1078, -0.068, -0.3111
Si, -0.0266, 0.0071, -0.2595
Si, -0.16, -0.027, -0.2882
Si, -0.0172, -0.1418, -0.294
Si, -0.1182, -0.0837, -0.3056
Si, -0.0831, -0.0996, -0.3275
Si, 0.0178, -0.0514, -0.3223
Si, -0.0627, 0.0574, -0.2678
Si, 0.0008, -0.0056, -0.1739
Si, -0.0107, -0.0119, -0.1658
Si, -0.0166, -0.0104, -0.19
Si, -0.007, 0.0002, -0.1934
Si, -0.0116, 0.0047, -0.179
Si, -0.0143, -0.0196, -0.1853
Si, -0.0031, 0.0028, -0.1713
Si, -0.0131, -0.0196, -0.1629
Si, 0.0019, 0.0066, -0.0035
Si, 0.0079, -0.017, -0.0247
Si, 0.0035, 0.003, -0.0308
Si, 0.0089, 0.0051, -0.0146
Si, 0.0015, 0.0079, -0.022
Si, 0.0039, -0.0083, -0.0195
Si, 0.011, 0, -0.0125
Si, -0.0067, 0.0153, -0.0255
Si, 0.0079, -0.0143, 0.0022
Si, -0.0092, 0.007, -0.0047
Si, -0.0074, 0.0095, -0.0134
Si, 0.0074, -0.0114, -0.0136
Si, 0.0003, -0.003, -0.0123
Si, 0.0025, 0.0017, -0.0103
Si, 0.0004, -0.0022, 0.0007
Si, -0.0077, 0.001, -0.0039
Si, -0.0147, -0.0114, 0.0129
Si, -0.0076, -0.0125, 0.0162
Si, 0.0176, 0.0073, -0.0023
Si, 0.0108, 0.0119, 0.0079
Si, 0.0063, 0.0011, 0.0308
Si, -0.0044, -0.0176, 0.0384
Si, -0.0124, -0.0003, -0.0001
Si, -0.0111, -0.0041, 0.0325
Si, -0.0207, -0.0137, 0.0483
Si, 0.0167, 0.0238, 0.0421
Si, 0.0094, 0.0114, 0.0535
Si, -0.0175, -0.0233, 0.0527
Si, 0.0254, 0.0212, 0.0359
Si, 0.0025, 0.0137, 0.0139
Si, 0.0034, -0.0174, 0.0724
Si, 0, 0.015, 0.0712
Si, -0.0025, -0.0097, 0.1029
Si, 0.0057, -0.008, 0.1028
Si, -0.013, -0.0089, 0.1239
Si, -0.0188, 0.0084, 0.0938
Si, 0.0118, -0.0061, 0.1096
Si, -0.0028, -0.0153, 0.12
Si, 0.0176, -0.0127, 0.1208
Si, -0.0035, 0.0223, 0.125
Si, 0.0063, 0.018, 0.1134
Si, 0.0183, 0.0081, 0.1023
Si, 0.0152, -0.0268, 0.1125
Si, -0.0186, -0.002, 0.1202
Si, -0.0294, 0.0054, 0.1191
Si, 0.0116, -0.003, 0.1121
Si, -0.028, 0.0033, 0.1017
Si, 0.0049, -0.0101, 0.1078
Si, -0.0176, -0.001, 0.1067
Si, 0.01, 0.005, 0.1192
Si, 0.0064, -0.0153, 0.1157
Si, -0.0267, 0.0057, 0.1373
Si, -0.0055, 0.0077, 0.0973
Si, 0.0083, 0.0028, 0.1126
Si, 0.0111, 0.0001, 0.1148
Si, 0.0159, -0.0122, 0.087
Si, -0.0088, -0.0117, 0.1191
Si, 0.0031, -0.005, 0.1324
Si, 0.0016, 0.0108, 0.0983
Si, -0.0068, 0.0041, 0.1182
Si, 0.0223, 0.0127, 0.1015
Si, -0.0173, -0.0098, 0.1263
Si, -0.0023, 0.0059, 0.102
Si, 0.0203, -0.003, 0.1037
Si, -0.0104, 0.0125, 0.0974
Si, -0.0042, 0.0146, 0.1096
Si, 0.0115, -0.0029, 0.0873
Si, 0.0022, 0.0172, 0.0873
O, 0.0213, -0.0122, -0.0525
O, -0.0003, 0.0117, -0.0461
O, 0.0087, 0.003, -0.0409
O, 0.005, -0.0067, -0.0239
O, 0.0065, -0.0267, -0.0619
O, 0.0267, -0.0154, -0.0676
O, -0.0094, -0.0106, -0.0461
O, 0.0197, -0.0228, -0.0617
O, -0.0179, 0.006, -0.0561
O, -0.0192, -0.0285, -0.0687
O, -0.0264, 0.0028, -0.058
O, 0.0207, -0.0183, -0.0768
O, 0.0096, -0.0046, -0.0225
O, -0.0211, 0.0199, -0.0671
O, -0.0079, 0.0053, -0.0223
O, 0.023, 0.0174, -0.0473
O, 0.0011, 0.0038, -0.0454
O, -0.0124, 0.0001, -0.0887
O, -0.0186, -0.0126, -0.051
O, -0.0128, -0.026, -0.062
O, -0.0075, 0.0136, -0.0483
O, -0.004, -0.0018, -0.0341
O, 0.0119, -0.0073, -0.0349
O, 0.0002, 0.0012, -0.0343
O, 0.013, 0.0023, -0.0397
O, -0.0021, 0.0218, -0.0561
O, -0.0104, 0.0079, -0.0379
O, -0.0232, 0.0021, -0.0443
O, 0.0039, 0.0352, -0.0758
O, 0.02, 0.0111, -0.1063
O, -0.0018, -0.0257, -0.0828
O, 0.0001, -0.0216, -0.0926
O, 0.0397, 0.0004, -0.0871
O, 0.0232, 0.0005, -0.0467
O, 0.0059, -0.0043, -0.0394
O, -0.0019, -0.0024, -0.0368
O, -0.0171, 0.014, -0.0574
O, -0.0107, 0.0133, -0.0479
O, -0.002, -0.0213, -0.0578
O, -0.0086, -0.0089, -0.0402
O, -0.024, 0.0014, -0.042
O, -0.0173, 0.0257, -0.0636
O, 0.0012, 0.0125, -0.0455
O, -0.014, -0.0159, -0.0963
O, 0.0167, -0.021, -0.0455
O, 0.0276, 0.0212, -0.0608
O, -0.0035, -0.0175, -0.0564
O, -0.0002, 0.0067, -0.1045
O, 0.0057, -0.0318, -0.0592
O, 0.0233, 0.0209, -0.0814
O, -0.0025, -0.0059, -0.0816
O, 0.0006, 0.0004, -0.0288
O, -0.0363, 0.0261, -0.0654
O, 0.0108, -0.0242, -0.0517
O, 0.0077, -0.0105, -0.0432
O, -0.0182, 0.0132, -0.0826
O, -0.0254, 0.0244, -0.055
O, 0.0252, 0.0126, -0.0633
O, 0.0086, -0.0173, -0.0391
O, -0.0003, -0.0002, -0.0303
O, 0.0018, 0.0065, -0.0349
O, -0.0186, -0.0174, -0.0445
O, 0.0068, -0.0089, -0.0474
O, 0.0352, -0.0022, -0.0671
O, 0.0062, 0.0036, -0.0516
O, -0.0208, -0.001, -0.0414
O, 0.0022, 0.003, -0.0435
O, -0.0281, -0.0043, -0.0525
O, 0.0085, -0.0118, -0.0409
O, 0.0164, -0.0197, -0.0567
O, 0.0039, 0.0007, -0.0352
O, 0.0269, 0.0126, -0.0656
O, 0.0019, 0.0123, -0.0473
O, 0.0213, -0.0217, -0.0446
O, 0.0123, 0.0112, -0.0405
O, 0.0049, -0.0011, -0.0342
O, 0.0062, -0.0084, -0.034
O, 0.0324, 0.0071, -0.0591
O, -0.0067, -0.0066, -0.0907
O, -0.0184, 0.0178, -0.0637
O, -0.002, 0.0208, -0.0732
O, -0.0287, 0.0255, -0.0618
O, -0.0275, -0.0223, -0.0634
O, -0.0091, -0.0047, -0.0492
O, -0.0062, 0.0096, -0.0325
O, -0.0195, 0.0165, -0.065
O, -0.0178, -0.0048, -0.0375
O, 0.0241, 0.0107, -0.0529
H, -0.3553, -0.2366, -0.2484
H, 0.3012, 0.2718, -0.2708
H, 0.3067, 0.2271, -0.292
H, -0.3462, -0.3183, -0.226
H, 0.3271, 0.2718, -0.2807
H, -0.2368, -0.3346, -0.2615
H, 0.241, 0.3379, -0.2779
H, -0.3411, -0.2541, -0.2587
H, -0.2742, -0.3187, -0.2523
H, 0.3452, 0.2893, -0.2844
H, -0.3356, -0.2494, -0.2549
H, 0.2607, 0.3745, -0.2708
H, -0.3335, -0.3252, -0.2288
H, 0.2271, 0.3322, -0.2852
H, -0.2522, -0.3599, -0.2488
H, 0.2942, 0.2756, -0.2751
H, -0.3447, -0.3201, 0.2478
H, 0.2345, 0.2675, 0.2852
H, -0.281, -0.4287, 0.256
H, 0.2356, 0.2632, 0.2845
H, 0.3494, 0.3274, 0.2203
H, -0.2481, -0.24, 0.3003
H, 0.3531, 0.3176, 0.2305
H, -0.2829, -0.241, 0.2939
H, -0.2662, -0.2083, 0.3013
H, 0.3374, 0.3992, 0.2074
H, -0.2014, -0.2824, 0.3046
H, 0.3299, 0.3845, 0.2123
H, -0.3191, -0.357, 0.2631
H, 0.3073, 0.234, 0.2667
H, 0.3043, 0.1998, 0.2794
H, -0.345, -0.3082, 0.2567

The program warned: the cutoff lies below the one the program advises for these potential files; the forces do not sum to zero within the program's tolerance; empty levels may hold ghost states of the PAW files; the exchange-correlation potential is rough where the density is thin.
